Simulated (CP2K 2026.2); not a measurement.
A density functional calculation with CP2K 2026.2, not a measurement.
Periodic cell of 506 atoms, Si360O144H2, from a study of silicon, its oxide and their interface. The atomic structure is a simulated model.
Doubt: the forces sum to 1.68 eV/angstrom along one axis rather than to zero, so they err by at least 0.0033 eV/angstrom per atom on average; the grid cutoff is modest.

Settings
functional: PBE
method: Gaussian and plane waves
basis set: DZVP-MOLOPT-SR-GTH
pseudopotentials: GTH-PBE
grid cutoff: 350 Ry, relative cutoff 50 Ry
k points: Gamma only
occupations: fixed
spin: none
net charge: 0

Cell vectors (angstrom)
a	16.32	0	0
b	0	16.32	0
c	-1.2851	-0.3539	33.9351

Atoms and the computed forces on them: element, x, y, z (angstrom), force x, y, z (eV/angstrom)
Si	1.13	15.101	0.031	0.127	0.111	0.254
Si	4.169	1.126	0.164	-0.092	0.077	-0.37
Si	1.078	4.603	0.128	-0.012	-0.364	-0.341
Si	3.707	6.94	0.193	0.125	0.048	-0.178
Si	1.537	9.132	0.186	-0.038	-0.064	-0.307
Si	4.386	11.942	0.065	0.019	-0.11	-0.041
Si	5.123	14.916	33.902	0.186	-0.204	-0.437
Si	9.232	1.547	0.102	0.008	-0.027	-0.158
Si	5.773	3.452	33.852	-0.148	0.01	-0.205
Si	8.545	6.285	33.879	0.07	-0.011	-0.044
Si	5.307	9.371	33.905	-0.087	0.009	-0.126
Si	8.567	11.63	33.92	-0.161	0.166	-0.363
Si	12.474	14.708	0.186	-0.041	0.041	-0.138
Si	15.331	1.084	0.044	0.125	-0.01	-0.146
Si	12.037	4.386	0.069	0.065	-0.122	-0.032
Si	15.069	6.546	0.45	-0.174	0.006	-0.218
Si	12.139	9.708	0.053	-0.02	0.109	0.086
Si	14.835	12.627	0.046	0.036	-0.163	0.074
Si	2.706	16.225	1.481	-0.216	-0.101	-0.356
Si	5.401	2.76	1.332	0.203	0.007	-0.122
Si	2.591	5.537	1.662	0.027	-0.03	-0.21
Si	5.431	8.135	1.326	-0.103	0.095	-0.263
Si	2.728	10.819	1.361	0.086	-0.023	-0.174
Si	5.459	13.579	1.384	0.01	0.045	-0.177
Si	8.051	16.305	1.38	-0.113	0.071	-0.138
Si	10.853	2.741	1.365	0.034	0.14	-0.33
Si	8.191	5.444	1.249	0.125	-0.092	-0.183
Si	10.947	8.139	1.399	0.034	0.016	-0.222
Si	8.184	10.878	1.314	0.07	-0.018	-0.186
Si	10.851	13.583	1.429	0.146	-0.098	-0.101
Si	13.676	0.016	1.413	0.047	-0.087	-0.254
Si	0.112	2.72	1.352	0.02	0.138	-0.229
Si	13.545	5.317	1.658	-0.093	0.087	-0.307
Si	0.039	8.092	1.649	-0.042	-0.044	-0.232
Si	13.73	10.879	1.338	0.055	0.163	-0.232
Si	0.013	13.652	1.519	-0.003	0.062	-0.349
Si	1.421	1.379	2.807	-0.013	0.021	0.049
Si	4.069	4.094	2.778	0.058	-0.091	0.01
Si	1.315	6.802	3.079	-0.021	0.013	0.227
Si	4.097	9.493	2.784	-0.005	-0.053	-0.004
Si	1.394	12.206	2.766	-0.035	-0.029	-0.024
Si	4.062	14.858	2.807	0.035	-0.024	0.144
Si	6.735	1.366	2.778	-0.111	0.043	0.052
Si	9.497	4.104	2.759	0.015	0.007	-0.036
Si	6.815	6.775	2.672	0.016	-0.026	0.012
Si	9.508	9.486	2.724	0.048	-0.027	0.113
Si	6.878	12.269	2.744	0.042	-0.028	0.025
Si	9.469	14.959	2.741	0.015	0.061	-0.02
Si	12.246	1.371	2.73	-0.016	0.003	-0.068
Si	14.983	3.936	2.85	0.049	-0.135	0.073
Si	12.25	6.813	2.879	-0.057	0.144	0.097
Si	14.996	9.55	2.833	-0.143	0.101	0.033
Si	12.279	12.208	2.765	-0.017	-0.089	0.038
Si	14.977	14.993	2.874	-0.083	0.056	0.142
Si	0.037	0.038	4.21	-0.068	-0.039	-0.093
Si	2.767	2.718	4.196	-0.028	-0.05	-0.016
Si	-0.061	5.354	4.281	0.054	0.031	-0.036
Si	2.769	8.188	4.274	-0.008	0.018	-0.038
Si	0.033	10.898	4.191	0	-0.054	0
Si	2.721	13.532	4.195	0.05	0.066	0.013
Si	5.407	-0.036	4.161	0.055	0.061	-0.093
Si	8.143	2.716	4.146	-0.006	0.016	-0.091
Si	5.468	5.445	4.116	-0.029	0.016	0.009
Si	8.148	8.125	4.109	0.06	0.051	-0.037
Si	5.486	10.887	4.123	-0.069	-0.033	-0.076
Si	8.186	13.604	4.17	-0.044	-0.042	0.028
Si	10.87	-0.004	4.09	-0.012	0.016	0.065
Si	13.578	2.646	4.206	0.117	0.021	0.04
Si	10.854	5.44	4.19	-0.051	-0.005	-0.057
Si	13.619	8.189	4.209	-0.031	-0.049	-0.021
Si	10.882	10.844	4.138	0.09	0.026	-0.165
Si	13.595	13.59	4.199	-0.001	-0.001	-0.167
Si	1.36	14.982	16.507	0.005	-0.007	0.008
Si	4.091	1.363	16.538	-0.003	0.018	0.034
Si	1.327	4.063	16.536	-0.03	0.035	0.027
Si	4.057	6.779	16.534	0.009	0.016	0.039
Si	1.32	9.493	16.572	0.021	0.016	-0.006
Si	4.103	12.236	16.492	0.005	-0.076	-0.003
Si	6.805	14.942	16.504	0.009	0.041	0.009
Si	9.557	1.362	16.535	0.012	-0.055	0.013
Si	6.794	4.079	16.551	-0.005	0.016	0.054
Si	9.511	6.788	16.553	0.017	0.045	0.036
Si	6.808	9.514	16.543	-0.009	-0.015	0.047
Si	9.532	12.232	16.545	-0.043	0.045	0.057
Si	12.232	14.951	16.563	-0.018	-0.029	0.056
Si	14.929	1.343	16.54	0.007	0	0.032
Si	12.234	4.06	16.564	0.053	0.025	0.046
Si	14.96	6.777	16.583	-0.004	-0.024	0.036
Si	12.235	9.505	16.547	0	0.022	0.038
Si	14.964	12.24	16.543	0.017	-0.004	0.002
Si	2.752	-0.028	17.894	-0.059	-0.008	0.003
Si	5.409	2.752	17.936	0.025	-0.03	0.109
Si	2.679	5.423	17.907	0.047	-0.072	-0.012
Si	5.436	8.133	17.888	-0.049	0.044	0.07
Si	2.717	10.906	17.846	0.088	0.003	0.098
Si	5.469	13.566	17.881	-0.01	0.025	0.005
Si	8.19	-0.025	17.842	-0.004	0.008	0.084
Si	10.882	2.717	17.968	-0.019	-0.028	-0.007
Si	8.176	5.41	17.94	-0.079	0.031	-0.01
Si	10.855	8.166	17.925	0.01	-0.079	0.071
Si	8.145	10.908	17.924	0.087	-0.061	0.009
Si	10.905	13.558	17.949	-0.006	0.041	0.065
Si	13.547	0.029	17.947	0.087	0.017	0.04
Si	-0.031	2.692	17.906	-0.02	0.062	0.061
Si	13.608	5.39	17.952	-0.087	-0.008	0.1
Si	-0.021	8.126	18.002	-0.006	-0.025	-0.029
Si	13.613	10.865	17.908	-0.03	0.025	-0.018
Si	-0.029	13.671	17.883	0.018	-0.086	0.196
Si	1.371	1.341	19.226	-0.003	-0.005	-0.156
Si	3.976	4.086	19.346	0.006	-0.049	-0.047
Si	1.338	6.704	19.351	-0.072	0.015	0.029
Si	4.045	9.518	19.218	0.006	0.006	-0.194
Si	1.454	12.38	19.2	0.029	0.194	-0.075
Si	4.156	14.938	19.245	-0.063	-0.05	-0.089
Si	6.892	1.392	19.194	0.073	0.031	-0.243
Si	9.545	4.081	19.357	-0.025	0.053	-0.002
Si	6.773	6.754	19.28	0	-0.012	-0.091
Si	9.51	9.566	19.3	0.037	0.054	-0.129
Si	6.785	12.245	19.329	0.021	-0.002	-0.005
Si	9.485	14.917	19.271	-0.094	-0.012	-0.061
Si	12.197	1.359	19.389	0.02	-0.022	-0.012
Si	14.918	3.971	19.371	-0.039	-0.055	0.021
Si	12.216	6.775	19.284	0.179	0.131	-0.053
Si	14.939	9.543	19.332	-0.063	0.023	-0.013
Si	12.301	12.202	19.339	0.05	0.007	-0.013
Si	14.903	15	19.316	0.083	-0.15	-0.058
Si	0	0.061	20.601	-0.045	-0.033	0.324
Si	2.636	2.617	20.709	0.039	0.118	0.251
Si	-0.003	5.294	20.751	-0.034	-0.159	0.115
Si	2.702	8.158	20.605	0.062	0.028	0.147
Si	0.059	11.047	20.486	0.123	-0.292	0.071
Si	2.799	13.713	20.713	-0.122	-0.047	0.324
Si	5.596	-0.031	20.469	0.071	0.011	0.213
Si	8.177	2.709	20.69	0.004	-0.119	0.143
Si	5.365	5.454	20.693	-0.029	0.085	0.2
Si	8.097	8.199	20.58	-0.064	0.004	0.18
Si	5.355	10.887	20.621	-0.062	-0.077	0.181
Si	8.18	13.551	20.732	0.07	0.088	0.255
Si	10.778	-0.023	20.667	-0.062	-0.067	0.159
Si	13.528	2.634	20.883	0.119	0.036	0.205
Si	10.899	5.446	20.734	0.057	0.04	0.188
Si	13.531	8.167	20.699	-0.125	-0.219	0.225
Si	10.954	10.83	20.718	0.031	-0.06	0.373
Si	13.595	13.622	20.754	0.012	-0.075	0.247
Si	1.26	15.02	22.035	0.331	0.16	0.104
Si	4.395	1.434	21.773	-0.005	-0.031	0.232
Si	0.95	3.563	22.158	0.308	0.093	0.226
Si	4.278	7.135	22.024	-0.022	-0.064	0.311
Si	1.526	9.774	21.822	0.026	0.124	-0.061
Si	3.759	11.962	22.002	0.112	0.108	0.355
Si	7.072	15.235	21.987	-0.175	-0.193	0.347
Si	9.28	1.138	22.104	0.089	0.094	0.259
Si	6.487	3.777	21.911	-0.034	0.19	0.515
Si	9.655	7.079	21.9	-0.189	-0.071	0.264
Si	6.511	9.331	21.929	0.077	0.002	0.189
Si	9.79	12.364	22.061	-0.028	0.039	0.17
Si	11.852	14.717	22.019	0.108	-0.172	0.015
Si	15.086	1.307	22.175	-0.161	0.015	0.015
Si	12.486	4.371	22.185	-0.129	0.026	0.338
Si	14.735	6.559	21.922	0.067	-0.048	0.091
Si	11.955	9.195	22.21	-0.184	0.103	-0.323
Si	15.429	12.638	21.953	-0.528	0.17	0.09
Si	11.403	4.474	25.169	-0.071	0.18	0.489
Si	6.703	4.82	24.88	-0.123	-0.155	0.475
Si	11.126	13.659	27.296	-0.156	0.134	0.146
Si	12.728	5.001	27.895	0.002	0.024	0.069
Si	8.195	15.97	29.723	-0.246	0.172	-0.558
Si	5.449	4.225	30.822	0.167	-0.095	-0.649
Si	11.355	11.544	29.703	-0.084	-0.025	-0.518
Si	3.872	12.807	25.031	-0.125	0.058	0.495
Si	3.929	7.925	27.561	0.127	0.072	0.203
Si	13.9	7.717	27.541	-0.205	0.045	0.102
Si	13.138	2.21	29.004	0.245	0.018	-0.447
Si	14.097	11.905	30.962	-0.195	0.101	-0.619
Si	-0.168	1.902	29.134	-0.053	0.046	-0.394
Si	1.097	4.082	27.423	-0.021	-0.021	0.203
Si	9.734	1.882	25.156	-0.112	-0.053	0.477
Si	6.951	2.375	29.06	0.129	0.009	-0.229
Si	2.424	3.624	24.926	-0.094	-0.192	0.551
Si	3.003	15.541	30.007	0.041	0.006	-0.62
Si	0.097	6.913	26.558	0.019	-0.189	0.347
Si	13.871	10.256	24.074	-0.27	-0.162	0.801
Si	11.259	8.974	27.97	0.01	0.012	-0.056
Si	2.925	5.591	29.377	-0.006	0.025	-0.393
Si	2.021	15.219	25.079	0.047	-0.204	0.358
Si	4.117	0.961	24.648	0.153	0.027	0.62
Si	6.636	2.031	26.044	0.029	0.049	0.365
Si	8.757	9.176	26.45	0.141	-0.203	0.295
Si	1.59	13.267	31.741	0.033	0.026	-0.354
Si	-1.029	13.32	28.406	0.131	0.107	-0.16
Si	6.367	12.13	28.999	-0.025	0.152	-0.292
Si	13.557	13.038	25.703	-0.314	0.299	0.667
Si	12.131	2.111	31.983	-0.012	0.167	-0.364
Si	8.468	11.058	31.041	-0.06	0.27	-0.599
Si	10.706	6.336	29.603	-0.093	-0.032	-0.531
Si	6.503	13.927	24.777	0.109	0.245	0.567
Si	1.921	4.664	31.848	-0.155	0.209	-0.402
Si	5.688	14.4	30.803	0.014	0.125	-0.606
Si	7.312	8.306	31.691	-0.065	0.058	-0.372
Si	7.907	5.149	29.482	0.037	-0.267	-0.444
Si	12.322	7.662	31.951	0.001	-0.127	-0.27
Si	9.897	-0.143	32.035	-0.14	-0.228	-0.506
Si	3.834	11.017	27.57	0.11	-0.079	0.115
Si	6.943	7.736	28.553	0.028	-0.077	-0.408
Si	15.057	9.07	31.36	0.332	-0.201	-0.339
Si	8.112	14.221	27.241	0.121	0.017	0.301
Si	0.845	15.628	27.851	0.042	0.011	0.121
Si	1.271	11.601	29.077	0.101	-0.187	-0.474
Si	11.863	0.3	26.785	-0.163	-0.112	0.356
Si	7.922	11.119	24.197	0.059	-0.196	0.288
Si	3.988	6.271	24.941	0.157	0.044	0.522
Si	13.571	15.777	24.343	-0.035	0.083	0.418
Si	1.925	1.788	31.307	0.015	-0.133	-0.647
Si	-0.19	8.354	24.134	0.391	-0.417	0.337
Si	-0.02	8.702	28.933	0.068	-0.063	-0.298
Si	9.123	6.448	24.809	0.081	0.03	0.466
Si	1.379	14.943	5.553	-0.007	0.014	-0.035
Si	4.092	1.332	5.566	-0.016	-0.004	-0.03
Si	1.38	4.043	5.591	-0.013	-0.023	0.011
Si	4.136	6.782	5.564	-0.022	0.022	-0.022
Si	1.372	9.54	5.593	0.04	0.03	0.006
Si	4.115	12.205	5.551	-0.013	-0.011	-0.053
Si	6.802	14.951	5.534	-0.01	-0.001	-0.032
Si	9.522	1.346	5.507	-0.003	0.053	-0.069
Si	6.798	4.083	5.529	0.013	-0.055	-0.063
Si	9.495	6.8	5.546	-0.006	-0.035	-0.054
Si	6.818	9.503	5.51	-0.001	0.002	-0.061
Si	9.541	12.223	5.526	0.017	0.006	-0.04
Si	12.21	14.963	5.525	0.038	-0.029	-0.041
Si	14.959	1.335	5.593	-0.025	-0.043	-0.001
Si	12.226	4.061	5.544	0.021	0.038	-0.041
Si	14.934	6.786	5.59	-0.036	-0.006	0.047
Si	12.232	9.521	5.562	-0.033	-0.003	-0.021
Si	14.976	12.241	5.565	-0.022	0.041	-0.032
Si	2.732	-0.024	6.939	0.002	0.012	-0.008
Si	5.454	2.713	6.915	0	-0.013	0.008
Si	2.748	5.429	6.932	-0.01	-0.006	-0.018
Si	5.476	8.157	6.925	-0.019	-0.013	0.018
Si	2.747	10.881	6.951	-0.025	-0.024	0.033
Si	5.458	13.585	6.918	-0.008	0.007	0.007
Si	8.167	-0.007	6.9	-0.002	-0.011	0.002
Si	10.869	2.699	6.91	0.006	-0.018	0.002
Si	8.153	5.431	6.918	-0.009	0.025	0.029
Si	10.867	8.15	6.92	0.028	0.009	0.006
Si	8.174	10.863	6.897	0.001	-0.001	-0.001
Si	10.878	13.59	6.911	0.001	0.006	0.007
Si	13.584	-0.031	6.929	0.033	0.006	0.008
Si	0.006	2.694	6.957	0.001	0.016	0.013
Si	13.572	5.419	6.942	-0.009	0.059	-0.003
Si	0.004	8.151	6.937	0.024	-0.037	-0.015
Si	13.605	10.877	6.927	-0.005	-0.004	0.002
Si	0.012	13.599	6.937	-0.028	0.005	-0.001
Si	1.37	1.333	8.316	-0.043	-0.031	0.007
Si	4.096	4.062	8.303	-0.021	-0.002	0
Si	1.374	6.789	8.298	0.001	0.029	0.002
Si	4.102	9.504	8.305	-0.029	-0.001	-0.004
Si	1.374	12.239	8.311	0.031	0.019	0.001
Si	4.097	14.939	8.303	0	0.015	0.002
Si	6.814	1.351	8.287	0.006	0.025	-0.003
Si	9.515	4.066	8.287	0.003	0.005	-0.01
Si	6.814	6.791	8.306	0.007	0.003	0.004
Si	9.519	9.512	8.296	0.009	0.002	-0.004
Si	6.817	12.221	8.286	-0.021	-0.003	-0.005
Si	9.518	14.949	8.284	-0.004	-0.006	0.004
Si	12.232	1.345	8.293	0.005	0.007	-0.007
Si	14.955	4.068	8.306	0.037	0.022	0.004
Si	12.22	6.79	8.303	-0.015	-0.043	0.013
Si	14.959	9.511	8.303	-0.015	-0.007	0.006
Si	12.243	12.237	8.294	0.034	0.013	0.001
Si	14.956	14.944	8.306	-0.018	-0.017	0.006
Si	-0.003	-0.018	9.681	0.008	0.018	0.002
Si	2.729	2.707	9.676	0.007	0.008	0.002
Si	0.003	5.432	9.668	-0.007	-0.004	0.007
Si	2.73	8.148	9.675	0	-0.013	0.011
Si	0.005	10.871	9.673	0.002	-0.009	0
Si	2.732	13.592	9.686	-0.026	0.002	0.007
Si	5.454	-0.009	9.667	-0.008	-0.015	-0.008
Si	8.163	2.71	9.67	0	-0.013	-0.001
Si	5.449	5.43	9.676	-0.014	0.009	0.002
Si	8.17	8.15	9.679	-0.006	-0.013	0.006
Si	5.457	10.87	9.674	0.003	-0.003	-0.009
Si	8.168	13.586	9.664	-0.001	0.005	-0.002
Si	10.875	-0.014	9.667	0.009	0.002	0
Si	13.593	2.705	9.671	0	-0.004	0.004
Si	10.868	5.423	9.672	0.005	0.02	0.003
Si	13.593	8.148	9.671	0.016	0.005	0.004
Si	10.886	10.87	9.666	-0.01	0.004	-0.006
Si	13.601	13.584	9.678	0.006	-0.004	0.008
Si	1.361	14.946	11.054	0.008	-0.001	0.004
Si	4.092	1.348	11.046	-0.01	0.007	-0.002
Si	1.361	4.072	11.043	-0.016	0.001	0.003
Si	4.083	6.785	11.05	-0.007	-0.002	-0.002
Si	1.363	9.507	11.046	0.002	0.003	0
Si	4.092	12.225	11.051	-0.007	0.001	-0.002
Si	6.811	14.949	11.042	-0.006	0.001	-0.002
Si	9.523	1.35	11.043	-0.005	0.005	-0.003
Si	6.807	4.071	11.05	-0.002	0.008	-0.003
Si	9.523	6.787	11.054	-0.004	-0.005	0.006
Si	6.806	9.505	11.052	-0.006	0.013	-0.002
Si	9.529	12.229	11.041	0.002	-0.001	-0.006
Si	12.24	14.949	11.042	0.009	-0.001	-0.002
Si	14.958	1.351	11.045	0.001	-0.013	0.004
Si	12.234	4.067	11.045	0.003	0.005	0.004
Si	14.957	6.789	11.043	0.006	0.009	0.005
Si	12.239	9.509	11.049	0.003	0.002	0
Si	14.961	12.223	11.052	0.001	0.002	0.003
Si	2.719	-0.003	12.416	-0.005	-0.018	-0.005
Si	5.446	2.711	12.424	-0.012	-0.005	0.003
Si	2.717	5.429	12.424	0.009	0.012	0.003
Si	5.438	8.147	12.424	-0.002	-0.013	-0.003
Si	2.724	10.866	12.421	-0.006	0.006	-0.005
Si	5.451	13.591	12.419	-0.003	0.003	-0.005
Si	8.167	-0.009	12.418	0.004	-0.001	-0.006
Si	10.876	2.71	12.424	-0.004	-0.018	0.002
Si	8.161	5.432	12.429	0.002	0.003	0
Si	10.887	8.144	12.428	-0.004	0.003	0.001
Si	8.174	10.864	12.414	-0.014	0.005	-0.01
Si	10.886	13.589	12.418	0.01	0.002	0.005
Si	13.599	-0.011	12.414	0.001	0.024	-0.006
Si	-0.007	2.719	12.416	0.021	0.003	0.002
Si	13.595	5.429	12.418	0.003	-0.008	-0.001
Si	-0.005	8.15	12.42	0.003	0.001	-0.001
Si	13.598	10.866	12.428	0.004	-0.014	0.006
Si	0	13.584	12.427	-0.009	-0.003	0.003
Si	1.355	1.362	13.785	-0.015	0.018	-0.006
Si	4.077	4.068	13.797	0.007	-0.006	0
Si	1.35	6.789	13.796	-0.018	0.005	-0.008
Si	4.072	9.5	13.799	0.006	0.004	-0.002
Si	1.361	12.222	13.798	0.035	-0.017	-0.006
Si	4.084	14.959	13.782	-0.023	0.024	-0.009
Si	6.814	1.356	13.794	0.008	-0.011	-0.004
Si	9.521	4.073	13.805	-0.002	0.016	0.002
Si	6.798	6.792	13.799	-0.03	0.02	-0.006
Si	9.525	9.505	13.797	0.01	-0.001	-0.004
Si	6.818	12.225	13.782	0.006	-0.016	-0.002
Si	9.531	14.953	13.788	-0.025	0.003	0.002
Si	12.243	1.349	13.788	0.023	-0.029	-0.003
Si	14.949	4.072	13.797	-0.012	0.011	0.01
Si	12.243	6.782	13.807	0.011	0.007	0.001
Si	14.952	9.501	13.805	0.014	0.013	-0.007
Si	12.241	12.232	13.801	-0.02	0.019	-0.005
Si	14.954	14.95	13.792	0.015	-0.02	-0.003
Si	-0.016	0.011	15.151	0.024	-0.016	-0.006
Si	2.71	2.712	15.171	0.002	-0.025	0.006
Si	-0.016	5.436	15.172	0.022	0.015	-0.02
Si	2.696	8.151	15.179	0.013	0.003	0.009
Si	-0.007	10.864	15.173	-0.035	-0.024	0.018
Si	2.723	13.602	15.15	-0.027	-0.008	0
Si	5.444	0	15.155	-0.014	-0.022	0.006
Si	8.166	2.714	15.182	-0.04	-0.026	0.002
Si	5.435	5.432	15.168	0.02	0.009	-0.003
Si	8.162	8.149	15.172	-0.007	-0.007	-0.001
Si	5.457	10.859	15.145	-0.017	0.023	-0.013
Si	8.178	13.585	15.155	0.024	0.016	-0.014
Si	10.894	-0.012	15.163	0.01	0.039	-0.014
Si	13.585	2.712	15.171	-0.001	-0.006	-0.032
Si	10.881	5.428	15.187	-0.011	-0.003	-0.001
Si	13.602	8.135	15.19	-0.007	-0.001	0.021
Si	10.882	10.866	15.17	0	-0.024	-0.003
Si	13.596	13.598	15.177	0.021	0.004	0.009
O	5.667	2.846	29.952	-0.218	-0.125	0.408
O	13.484	3.713	28.498	-0.043	-0.057	0.023
O	8.343	15.546	28.159	0.126	-0.013	0.138
O	1.502	15.616	23.587	-0.348	0.219	-0.779
O	11.949	13.144	25.989	0	0.109	-0.458
O	8.019	7.085	32.517	0.181	-0.333	0.257
O	0.395	13.902	32.652	-0.156	0.099	0.078
O	2.624	10.838	22.441	0.154	-0.189	-0.272
O	7.488	14.707	25.824	-0.038	-0.133	-0.509
O	8.831	6.498	23.212	-0.187	-0.192	-0.371
O	6.888	2.303	33.38	0.126	-0.21	0.668
O	2.449	4.548	28.214	-0.083	-0.009	-0.153
O	2.828	5.527	32.902	0.332	0.144	0.085
O	0.6	0.881	28.133	0.18	0.103	-0.174
O	3.522	6.659	23.431	0.099	-0.125	-0.68
O	4.068	0.478	23.095	-0.068	-0.091	-0.563
O	9.858	10.631	33.658	-0.091	-0.357	0.377
O	1.635	4.068	23.579	0.041	0.304	-0.302
O	15.003	9.336	24.823	0.054	0.388	-0.152
O	2.265	15.203	28.57	0.018	-0.201	0.001
O	0.066	3.374	28.462	-0.061	-0.086	0.032
O	13.658	5.476	22.564	0.115	-0.079	-0.586
O	-0.188	2.475	22.735	0.293	0.288	-0.624
O	13.102	0.215	25.72	0.408	0.105	-0.409
O	9.675	5.149	33.372	0.069	0.107	0.496
O	11.643	3.494	32.707	0.107	-0.025	0.058
O	10.473	14.825	32.71	0.146	-0.085	0.084
O	5.561	14.3	32.417	0.081	-0.287	0.789
O	3.416	9.456	27.627	-0.169	-0.011	0.063
O	0.426	1.837	30.648	0.128	-0.146	0.531
O	13.629	8.318	31.262	-0.239	0.137	0.232
O	13.506	1.529	32.63	-0.007	-0.022	-0.013
O	0.191	13.827	22.259	-0.49	-0.533	0.212
O	14.383	12.156	32.542	0.282	-0.006	0.391
O	12.377	9.633	23.785	0.022	-0.181	-0.344
O	10.632	5.909	25.08	-0.022	0.271	0.04
O	13.767	11.606	24.979	0.15	-0.266	-0.274
O	1.902	1.265	32.841	-0.004	0.008	0.678
O	5.511	7.902	27.849	-0.01	-0.177	-0.169
O	9.64	15.848	30.453	0.274	-0.133	0.596
O	8.099	12.012	32.335	0.237	-0.137	0.736
O	14.757	8.851	28.353	-0.122	0.148	0.182
O	5.594	6.004	24.927	0.161	0.31	-0.235
O	7.026	4.325	23.37	0.072	0.118	-0.537
O	-1.23	15.881	33.368	-0.215	0.199	0.573
O	11.59	15.207	27.569	0.259	0	0.049
O	11.294	8.817	32.473	-0.202	0.192	0.132
O	12.482	11.817	30.826	0.137	0.109	0.53
O	7.166	14.963	30.455	0.122	0.034	0.485
O	7.055	12.445	24.459	0.025	-0.22	0.054
O	2.604	3.276	31.28	0.291	-0.055	0.185
O	11.407	12.759	28.617	0.147	0.086	0.28
O	1.747	5.633	30.519	-0.224	-0.198	0.294
O	5.165	3.984	32.398	-0.228	0.065	0.673
O	12.288	15.562	23.368	-0.092	0.111	-0.281
O	13.551	6.343	28.368	-0.1	-0.078	0.033
O	10.502	0.704	25.989	-0.183	-0.118	-0.313
O	12.52	8.434	27.075	0.029	-0.001	-0.128
O	0.353	5.333	26.697	-0.126	0.12	-0.377
O	9.291	5.721	30.099	0.173	0.096	0.478
O	3.199	7.053	28.725	-0.219	-0.041	0.075
O	2.567	12.377	32.669	0.139	0.157	0.198
O	0.649	7.593	27.941	-0.06	0.242	-0.131
O	3.48	2.446	24.651	0.181	0.277	-0.098
O	7.127	10.048	23.272	-0.166	-0.096	-0.355
O	14.867	10.512	30.618	0.129	0.011	-0.044
O	11.744	10.118	29.005	0.083	0.09	0.018
O	9.897	1.731	23.536	0.122	-0.281	-0.783
O	10.961	1.038	32.247	-0.177	-0.121	0.354
O	15.429	7.174	23.279	0.082	-0.049	-0.164
O	9.55	13.532	26.94	-0.079	-0.11	-0.059
O	6.859	7.963	30.159	-0.092	-0.105	0.416
O	8.157	0.02	22.59	-0.051	-0.035	-0.118
O	2.381	14.537	31.113	0.076	0.003	0.321
O	4.152	10.453	33.357	0.185	0.077	0.523
O	8.399	9.515	31.553	0.296	-0.11	0.104
O	2.796	11.814	28.548	0.018	0.229	0.126
O	-0.706	9.288	32.864	-0.116	-0.088	0.421
O	5.622	1.017	25.279	-0.326	-0.248	-0.417
O	6.472	1.756	27.64	-0.176	-0.114	0.064
O	12.296	13.263	33.572	0.142	-0.127	0.395
O	5.354	11.207	28.125	0.117	-0.155	-0.173
O	1.085	12.252	30.557	-0.258	0.282	0.643
O	14.645	0.383	23.517	0.311	0.018	-0.433
O	5.426	8.227	22.549	0.081	-0.01	-0.622
O	0.232	12.346	28.068	-0.071	0.052	0.085
O	12.578	4.741	26.288	0.101	-0.063	-0.316
O	10.229	9.665	26.94	-0.253	0.09	0.081
O	12.78	6.856	33.269	-0.063	0.077	0.173
O	10.813	13.558	22.633	-0.074	-0.203	-0.612
O	2.796	0.791	30.358	-0.104	0.23	0.284
O	0.768	7.647	25.273	-0.351	0.145	-0.404
O	4.285	12.407	23.512	0.272	0.122	-0.67
O	8.162	1.793	25.56	0.074	-0.195	-0.435
O	0.571	4.127	32.589	-0.313	-0.011	0.392
O	5.406	2.606	22.391	-0.056	0.003	-0.605
O	-0.448	14.845	28.476	-0.18	-0.092	-0.098
O	8.505	0.342	32.729	0.072	0.009	0.089
O	8.911	7.908	25.464	-0.192	-0.285	-0.486
O	6.328	14.725	23.379	0.071	0.001	-0.403
O	10.378	3.299	25.657	0.008	0.063	-0.266
O	12.245	1.413	27.907	-0.101	0.009	0.201
O	1.494	3.102	26.18	-0.047	0.17	-0.462
O	5.517	12.925	30.133	-0.393	0.19	0.346
O	0.784	9.226	23.181	-0.105	-0.014	-0.122
O	14.581	1.494	29.209	0.062	-0.195	0.214
O	4.057	-0.211	33.427	-0.047	0.019	0.319
O	10.54	7.734	28.756	0.005	-0.077	-0.014
O	9.297	11.569	23.441	0.324	0.078	-0.611
O	11.965	3.988	23.724	0.013	-0.089	-0.758
O	14.838	5.201	33.568	0.114	-0.21	0.613
O	8.134	10.433	25.659	-0.295	0.425	-0.522
O	14.256	13.122	27.174	0.001	0.086	-0.091
O	7.424	11.194	29.79	0.305	-0.349	0.242
O	8.084	5.408	25.495	-0.013	-0.001	-0.045
O	5.075	13.779	25.557	0.008	-0.154	-0.336
O	12.317	2.326	30.388	-0.328	-0.05	0.65
O	14.812	7.143	26.328	0.051	-0.293	-0.055
O	1.36	7.705	33.463	0.069	0.226	0.672
O	7.438	6.193	28.311	-0.098	-0.12	-0.117
O	0.886	15.35	26.247	-0.197	0.229	-0.312
O	3.221	4.938	25.439	-0.256	-0.168	0.15
O	7.141	13.149	27.986	-0.113	-0.129	0.187
O	14.111	14.278	24.78	0.171	0.01	-0.5
O	10.698	8.18	22.565	0.149	-0.095	-0.572
O	7.985	3.639	28.835	0.166	0.106	-0.158
O	6.845	5.071	30.711	-0.068	0.067	0.419
O	2.485	13.654	25.065	-0.194	-0.042	0.039
O	-0.169	8.209	30.481	-0.095	-0.041	0.355
O	0.91	10.022	28.967	0.152	-0.031	0.151
O	9.916	11.465	30.428	-0.26	0.098	0.103
O	3.718	11.524	26.025	-0.127	0.153	-0.314
O	5.968	8.765	32.508	0.14	-0.137	0.408
O	4.311	5.114	30.078	0.046	0.184	-0.058
O	6.198	3.581	25.807	-0.219	0.131	-0.255
O	3.235	-0.1	25.51	0.066	0.105	0.139
O	3.646	7.409	26.051	-0.06	-0.202	-0.356
O	7.731	1.198	29.846	-0.066	-0.008	0.464
O	14.604	13.005	29.853	-0.175	0.149	0.477
O	11.27	5.174	28.601	-0.233	-0.096	0.16
O	4.615	15.339	29.991	0.099	-0.081	0.053
O	11.631	6.642	30.891	0.307	0.128	0.543
O	7.911	8.797	27.788	-0.028	0.15	0.025
H	15.234	12.216	23.354	0.057	0.069	-0.212
O	14.298	10.274	22.477	0.166	0.436	-0.456
H	15.255	10.313	22.246	-0.148	-0.11	0.198

Results
total energy: -101687.833 eV
total energy less fixed offsets of H -15.91, O -438.35, Si -107.03 eV per atom: -2.813 eV
